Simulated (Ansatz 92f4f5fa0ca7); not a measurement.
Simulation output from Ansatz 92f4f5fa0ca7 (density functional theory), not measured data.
Periodic cell of 238 atoms, Si134O104, from a study of silicon, its oxide and their interface. The atomic structure is a simulated model.

Settings: functional PBE; potential files Ansatz PAW; basis plane waves; wave-function cutoff 700 eV; density cutoff ratio 5; exchange-correlation grid ratio 2; k mesh 2 x 2 x 1, shifted by 0.5 0.5 0.5 of a step; self-consistency stop 5e-08 eV per atom in the density residual; occupations Fermi-Dirac, 0.05 eV; spin none; net charge 0.

Cell vectors (angstrom)
a 11.5589 -0.1157 -0.0579
b 0.1807 15.6234 0.1755
c 5.2757 6.5739 23.4648

Atoms and the computed forces on them: element, x, y, z (angstrom), force x, y, z (eV/angstrom)
Si -0.6917 -3.0195 -0.1012 0.4584 -0.605 -0.2024
Si 8.3245 0.6267 1.4829 0.045 -0.2638 -0.1024
Si -0.9967 3.1648 -0.4892 0.6494 1.4362 0.695
Si -0.6686 9.4487 -0.3248 -0.8157 -0.3925 -0.861
Si 2.8267 -3.3266 -0.0965 -0.0719 0.4215 0.2512
Si 2.6381 0.8286 -0.2929 -0.1634 0.2831 0.1864
Si 3.1798 3.9674 -1.0685 0.5863 -1.092 1.512
Si 3.0129 9.813 -0.3323 -0.1647 0.2214 -1.1803
Si 8.8706 12.663 1.2862 0.1421 0.087 -0.4715
Si 6.5611 -0.2258 0.0091 0.0447 0.1259 -0.1591
Si 8.4578 3.6444 -1.0649 -0.6105 0.3298 -0.4682
Si 6.8926 10.0543 -0.2423 -0.2877 -0.6163 -1.2636
Si 1.2299 12.4718 1.6439 -0.101 0.3516 -0.4033
Si 0.8259 0.8083 1.2691 -0.1896 -0.245 0.027
Si 1.0244 4.6137 1.2463 -0.053 0.317 -0.4067
Si 1.1776 8.946 0.9472 -0.0215 -0.3244 0.6004
Si 4.7904 -2.941 1.2238 0.074 -0.6469 -0.0503
Si 4.5805 0.6346 1.1135 0.3902 -0.3494 0.1963
Si 5.2995 4.5331 1.1021 0.1357 0.4211 -0.2897
Si 4.9046 8.9809 0.7792 0.5323 0.4782 0.4649
Si 6.7202 -2.9233 -0.1617 -0.2585 0.1101 0.6147
Si 10.2134 0.9116 0.1201 -0.0944 -0.3109 0.2683
Si 7.7396 4.4381 1.0388 -0.0137 0.0791 0.2901
Si 8.7256 8.8686 0.779 0.7947 0.3661 0.1719
Si 0.9255 -1.1458 2.7223 -0.0615 -0.0611 -0.4166
Si 0.9342 2.7357 2.7014 -0.2859 0.0052 0.234
Si 0.9614 6.7968 2.16 0.0376 0.1924 -0.429
Si 1.0413 10.4997 2.7251 0.0341 -0.071 0.2367
Si 4.709 -1.1296 2.7134 -0.4781 -0.0068 -0.0972
Si 4.8584 2.6247 2.5121 -0.692 0.1727 0.1503
Si 4.8272 6.7992 1.9825 -0.4047 -0.3964 0.1458
Si 4.9286 10.6218 2.5753 -0.5397 0.1641 -0.5367
Si 8.5239 -1.2837 2.7641 0.3783 0.0971 0.3672
Si 8.3086 2.6748 2.6435 0.0671 0.1411 0.1985
Si 8.5992 6.617 1.9043 -0.0578 0.0153 0.0408
Si 8.8841 10.632 2.435 -0.6512 -0.2926 0.2647
Si -1.0336 -1.1887 4.0539 -0.3333 0.2202 0.0756
Si -1.1681 2.8018 3.9456 0.1161 0.6182 -0.109
Si -1.0095 6.7001 3.4542 -0.2366 0.1706 0.1251
Si -0.9248 10.6227 4.0056 0.3281 0.3673 0.2674
Si 2.8158 -1.2016 4.0994 0.4496 0.479 0.1202
Si 2.9217 2.692 3.9855 0.248 -0.0006 -0.06
Si 2.8388 6.7072 3.4808 0.6077 0.2335 0.0865
Si 3.0048 10.5598 3.9393 0.0076 0.2761 0.5647
Si 6.5809 -1.0672 4.1745 0.1724 -0.2321 0.5006
Si 6.5133 2.7365 4.2164 0.446 0.1475 0.0781
Si 6.7403 6.7575 3.3398 0.139 0.0448 0.1609
Si 6.8603 10.692 3.8394 0.7031 -0.04 -0.4647
Si -0.8831 12.4817 5.6126 -0.5966 -0.3401 -0.3196
Si -1.102 0.8303 5.2803 0.3261 -0.6991 -0.317
Si -1.1118 4.9575 5.1524 -0.4616 -0.1567 -0.4722
Si -1.0042 8.549 5.0007 -0.0001 -0.1162 -0.1553
Si 2.9645 12.4276 5.5295 -0.5638 -0.9149 -0.3254
Si 2.9212 0.7706 5.448 -0.3029 -0.4631 -0.4256
Si 2.8757 4.8759 5.0245 -0.2037 0.1281 0.1051
Si 2.8936 8.5154 5.043 -0.3291 0.1703 -0.2545
Si 6.7694 12.4015 5.463 0.0641 0.4029 -0.0012
Si 6.5438 0.914 5.8322 0.4248 -0.0452 -0.2568
Si 6.6733 5.035 5.0406 -0.0465 -0.0326 -0.1337
Si 6.8067 8.5979 4.7946 -0.2753 -0.2197 0.0373
Si 1.0063 12.3288 6.9587 0.6926 -0.1471 0.135
Si 0.8638 0.5721 6.5815 0.1434 0.6177 -0.4232
Si 0.8491 4.7437 6.4011 0.4743 -0.0689 0.0137
Si 0.9085 8.4866 6.3575 0.1914 -0.1509 0.3189
Si 4.8689 11.999 6.8021 0.076 0.8373 0.4719
Si 4.4845 0.8326 7.2045 -0.382 0.0485 0.2173
Si 4.7758 5.7921 6.1738 0.1517 0.2651 0.0896
Si 4.8945 8.229 6.1312 0.4594 -0.5015 0.0303
Si 8.6404 12.1711 6.9244 0.3012 0.7364 -0.2864
Si 8.8136 0.6981 6.8486 -0.4337 0.0052 -0.1556
Si 8.5314 5.767 6.3627 0.109 0.1036 0.0803
Si 8.6112 8.2236 6.1983 -0.0156 -0.277 0.2504
Si 1.2035 14.318 8.2837 -0.1016 -0.1111 0.0446
Si 9.283 3.5571 9.6484 0.1855 0.0329 -0.2476
Si 0.8068 6.618 7.8355 -0.4245 0.2279 -0.451
Si 0.9871 10.1815 8.0668 -0.2886 0.0016 -0.6613
Si 4.2842 14.5447 8.7577 0.6838 -1.212 -0.9632
Si 3.0978 2.4662 8.5765 0.1537 0.4832 0.6712
Si 4.3724 5.4691 8.4061 0.5301 -0.1324 0.489
Si 5.1727 9.8775 7.7998 0.248 -0.2469 0.2454
Si 6.6548 14.3241 10.5578 1.2022 0.0399 1.1219
Si 10.3209 1.8486 8.4347 -0.2919 0.6361 0.7086
Si 8.7481 5.634 8.7191 -0.4332 0.2835 0.3193
Si 8.3741 9.987 7.9047 -0.4114 -0.4164 0.0851
Si 8.6518 -1.3453 8.0795 0.4633 -0.4925 -0.7252
Si 0.8479 2.6956 7.6645 0.4795 -0.3168 -0.0774
Si 10.9592 5.5679 11.1116 0.5835 -0.3443 0.3374
Si 10.4424 9.5484 9.2296 0.1711 0.1073 0.7315
Si 8.91 14.2803 15.0247 1.1213 -1.8114 0.324
Si 3.9168 3.1348 11.2869 -0.5318 0.8494 -0.3064
Si 2.6575 6.9778 9.106 1.0713 0.3535 0.3396
Si 3.077 9.4101 9.0264 -0.0483 -0.5593 1.1153
Si 10.7919 14.6308 9.519 -0.1724 -0.3505 1.7778
Si 6.8991 3.0345 11.3799 1.002 0.9602 0.1773
Si 10.6088 7.0484 9.2844 -0.2923 -0.3794 -0.1256
Si 1.8898 11.9378 13.4009 -0.1564 2.1921 0.3118
Si 10.7398 10.4991 12.27 -0.5992 1.1606 1.4539
Si 12.7651 16.0917 20.0904 0.7179 -0.403 0.5429
Si 3.9101 10.2295 11.9145 -0.9434 -1.2445 1.798
Si 6.4186 8.6094 12.1252 -0.8014 -1.0792 -1.9111
Si 10.439 14.9181 12.483 2.7774 0.9861 0.0425
Si 9.9932 3.6565 16.1744 0.0167 1.2715 -0.3896
Si 10.4888 5.5663 18.4507 -0.6062 -0.7297 0.4441
Si 6.4212 6.8214 16.8918 -1.0726 -1.7064 -1.2357
Si 2.2153 13.788 15.6925 1.0751 -1.0573 -1.3617
Si 8.2082 11.4081 14.1232 1.9168 -1.5904 0.3728
Si 6.9189 5.8525 10.3996 0.5133 1.3612 -0.1001
Si 8.0784 8.3989 14.7881 -0.738 1.0722 0.6458
Si 1.7999 14.961 13.1159 -0.0034 -2.1758 1.4118
Si 10.7775 7.596 13.5314 0.0653 -1.2733 0.7531
Si 7.012 5.1898 22.242 -0.3461 -0.9796 0.3815
Si 7.2051 3.8691 16.7261 -0.4117 2.7193 0.115
Si 1.9285 6.5972 14.041 -0.3184 -0.5847 0.1245
Si 4.3433 15.6843 16.3313 -0.8899 -1.4758 0.599
Si 7.7165 0.5249 12.76 -1.936 0.4405 0.2447
Si 3.641 17.1737 18.8578 0.5508 -1.3632 -0.6996
Si 3.5096 6.904 16.4923 0.7532 -0.1779 2.326
Si 16.6156 13.4797 20.8421 -0.0442 0.4325 1.2074
Si 1.6286 7.0114 18.7663 -1.3791 -0.9995 0.2549
Si 6.3521 16.8707 17.9256 -1.1212 -1.6377 1.8277
Si 8.7186 16.264 19.9372 0.9581 0.4081 0.1895
Si 6.4896 11.4975 11.8221 -0.6783 -0.9039 -0.4437
Si 3.1275 1.6252 13.8112 0.0038 0.1641 -1.9975
Si 12.3125 13.419 18.405 3.4752 -0.7115 0.0057
Si 1.149 3.7061 15.1627 0.3168 -0.8849 -2.4438
Si 5.1118 10.7529 20.5396 1.2293 0.8473 -0.1797
Si 2.7661 12.0707 20.0297 0.8797 -0.7452 -0.4967
Si 7.4674 12.1958 19.8421 -1.8425 -1.2547 1.0637
Si 2.5671 4.3996 17.7799 1.3017 0.3494 -0.1291
Si 2.3781 5.8937 11.1692 1.5198 0.4081 0.0135
Si 10.6274 2.5892 18.8292 1.1411 -0.0158 0.3764
Si 7.6617 5.6192 19.1869 0.7476 -1.0519 -0.4045
Si 9.4149 13.7864 18.1342 0.007 0.9004 -0.1323
Si 13.4373 7.9354 21.5597 -0.2469 0.8405 -0.0631
O -0.0627 2.9457 -1.8849 0.31 -0.2897 0.4244
O -0.4571 4.3886 0.5655 -0.2648 -1.0076 -0.593
O 5.0634 12.0856 21.602 0.2095 -0.2054 -0.4886
O 2.1642 4.5918 0.0487 -0.1309 -0.3347 0.322
O 4.8449 13.1009 8.0876 -0.1823 0.4659 -0.0219
O 3.9201 3.8854 8.4294 -0.3788 -0.1657 -0.2059
O 7.4489 -0.9023 9.1123 -1.0513 -0.1904 0.9429
O 2.6817 14.4179 9.0653 -0.2737 0.088 0.0561
O 2.2165 13.4451 12.638 -0.1746 -1.3161 0.3566
O 3.0112 2.2653 10.249 -0.4548 -0.3624 -0.8333
O 9.2053 0.5462 12.244 2.094 -0.1531 -0.6934
O 5.6891 5.5432 9.4208 -1.1762 -0.0433 -0.9565
O 2.993 9.8611 10.6609 -0.3517 -0.1535 -1.3298
O 5.1102 14.6022 10.1744 -0.1781 0.1925 0.1189
O 8.0184 2.6627 10.2127 -1.0669 -0.0687 0.6848
O 6.7506 9.911 8.4891 0.1411 -0.0608 -0.4463
O 0.0734 -1.8149 -1.046 -0.0364 0.0648 0.2398
O 3.055 4.9353 -2.3533 -0.1647 0.5384 -1.2951
O 6.8101 0.5595 -1.4365 -0.2366 -0.1513 -0.0953
O 16.3968 14.8101 21.7945 0.0916 -0.2206 -0.0193
O 4.7078 4.2364 -0.4421 -0.4587 -0.3689 -0.2378
O -0.6583 11.0767 -0.7817 0.0713 0.5503 0.6034
O 7.1299 5.1544 20.6306 0.0997 0.4432 -0.6356
O 3.3357 16.3016 17.4859 0.0714 0.2961 -0.2257
O 2.9253 2.2637 -1.1652 -0.0115 1.1042 -0.0582
O 9.5156 7.7076 14.5633 0.4607 -0.152 -0.4157
O 6.3893 10.9204 19.4914 0.4333 1.1393 0.7343
O 8.35 12.5748 18.5636 0.7482 1.0701 -0.6621
O 2.9231 9.4318 -2.0186 -0.166 0.1527 1.1803
O 2.1013 11.6901 21.4561 -0.4777 -0.061 0.7186
O 3.7268 13.4416 19.9608 -0.7299 -0.1267 -0.3573
O 6.5595 13.5827 20.2206 0.691 -0.5272 -0.4303
O 9.7 17.5995 20.0015 -0.5619 -0.566 0.375
O 7.0312 9.9608 11.4417 0.3313 1.0714 -0.0786
O 8.2093 10.0399 15.0766 -0.2125 -0.1438 -0.8208
O 10.0411 4.1927 10.9805 0.7439 0.3706 0.3822
O 10.6663 0.6728 9.5775 -0.0303 -0.5352 -0.3056
O 7.9239 15.4199 14.4356 -0.7039 0.5608 -0.3637
O 6.6636 7.3575 11.0675 0.1027 -0.1464 0.0703
O 10.554 10.4516 10.6748 -0.1049 -0.393 -1.2595
O 4.8189 8.8986 12.3581 -0.3989 0.6725 -0.1111
O 7.4719 7.7544 16.1691 1.2286 0.9004 -1.3039
O 8.4185 12.6854 15.0628 0.2981 1.523 0.4159
O 3.7943 2.8039 12.8422 -0.417 -1.3063 1.5846
O 2.7436 0.3925 12.7178 2.6599 2.7482 0.5918
O 9.403 11.1938 12.977 -0.1586 -0.2497 0.0716
O 9.2499 14.5514 16.6259 -0.2331 -0.6094 0.7425
O 6.691 6.684 18.4596 0.2842 0.1576 1.3236
O 7.1713 2.0958 12.728 0.0088 -0.1958 -0.339
O 1.5611 13.9608 17.0933 -1.8182 -0.2394 2.6467
O 7.0198 4.7201 11.5867 0.0561 -1.1772 0.2502
O 4.8641 11.4655 11.6251 0.9532 0.95 -0.3518
O 7.101 8.1676 13.4763 1.1205 -0.2068 2.0446
O 10.5452 6.2893 12.5433 0.1889 0.3749 -0.0838
O 0.5802 7.4096 14.4649 -0.3834 0.1619 -0.4474
O 7.6865 16.5483 18.7572 -0.7413 0.2081 -0.7624
O 6.4273 5.2699 16.2061 0.435 -0.0422 0.637
O 1.8586 2.3054 14.5486 -0.926 1.3708 0.7765
O 12.0729 15.4799 12.4546 -4.3383 0.1453 -1.1127
O 14.7931 7.1545 22.0483 0.8477 -0.6384 0.5456
O 3.7698 10.7715 19.6589 -0.9965 0.4922 -0.1985
O 10.1987 5.1766 16.8981 -0.0976 -1.266 -0.8907
O 0.9959 5.0938 11.1766 -2.6455 -0.2477 0.0613
O 10.9429 4.171 19.2293 -0.1486 -0.8207 -0.3228
O 3.5639 4.7476 11.2175 0.0209 -0.0798 0.0086
O 8.4254 3.6255 15.6639 0.5693 -0.3988 0.18
O 9.1961 6.1787 19.24 -0.5282 -0.0236 0.0996
O 3.8201 14.1557 15.8971 0.3685 0.9409 0.07
O 5.4165 2.7779 10.8115 0.6104 -0.1497 -0.193
O 11.972 11.4228 12.8211 -0.4995 -0.3745 -0.3673
O 1.6946 4.9959 14.3107 -0.1263 -0.3403 0.1047
O 6.2578 2.5826 16.8907 -0.0652 0.4936 -1.0102
O 4.9862 7.549 16.7582 -0.9089 -0.0008 -0.3051
O 3.6561 5.2905 16.8663 -1.0619 -0.2503 0.5159
O 3.1258 7.1081 14.9868 -0.1109 0.4907 -1.2819
O 11.0769 3.4529 14.9415 -0.5224 0.1236 0.5815
O 10.4076 14.0042 11.1311 0.0144 0.3054 -1.4398
O 2.0815 5.4053 18.9762 -0.1074 0.6142 -0.2331
O 2.0197 12.2518 15.0254 -0.1062 1.0665 -0.0138
O 10.1644 2.4637 17.2693 0.1482 0.0905 0.1153
O 10.9668 8.9755 12.7555 0.0058 0.1093 -0.3887
O 7.7234 4.2451 18.256 -0.0121 -0.1058 -0.1657
O 1.9439 8.0015 20 -0.137 -0.1221 -0.4102
O 2.8752 10.7162 13.1285 1.3542 -0.9605 -1.0092
O 4.3632 16.7018 15.0838 0.1341 0.328 -0.7314
O 10.2139 14.2158 13.9483 -0.7789 -0.0119 0.4485
O 1.4097 3.8984 16.7234 0.4701 0.1026 1.6578
O 2.3697 7.6285 17.4785 0.7669 -0.4066 -0.9818
O 10.8356 12.9683 18.0953 -1.655 0.2248 -0.1059
O 12.1496 17.2358 19.1614 -1.2459 1.5907 -0.6669
O 3.2725 3.1182 18.4967 -0.93 1.7157 -0.5299
O 5.8485 15.6112 16.9543 0.6641 0.6413 0.3876
O 2.828 16.489 20.0583 -0.8289 -0.0551 0.8705
O 2.3987 6.8637 12.5091 -0.0402 -0.1436 -0.2395
O 6.8121 -0.3758 11.7364 -0.368 -0.6538 -0.839
O 5.2205 17.0065 19.146 1.1365 -0.0842 -0.505
O 6.8159 11.6981 13.3886 -0.7137 0.0752 -0.1476
O 12.4535 14.6175 19.5062 -0.2547 -0.9671 -0.512
O 13.1283 12.0011 18.9121 -1.2022 1.9294 -0.7478
O 6.9953 12.7346 10.9404 0.2539 0.99 -0.6678
O 12.1707 16.1177 21.5999 0.143 0.3203 0.5344
O 9.5117 14.9636 19.3419 0.1163 -1.5914 -0.9521
O 11.5315 6.7556 18.51 2.1763 1.1205 0.1442
O 1.5597 14.9274 14.7474 -0.0828 -0.3421 -0.0181

Results
free energy: -144336.146 eV
free energy less fixed offsets of O -569.03, Si -635.61 eV per atom: 14.714 eV
pressure: -1.11 GPa
stress xx, yy, zz, yz, xz, xy (GPa, positive in tension): -0.84, 4.04, 0.13, 1.34, -1.11, -0.05

The program warned: the cutoff lies below the one the program advises for these potential files.
